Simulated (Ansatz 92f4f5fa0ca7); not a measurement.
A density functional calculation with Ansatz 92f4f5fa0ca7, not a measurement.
Periodic cell of 294 atoms, Si194O100, from a study of silicon, its oxide and their interface. The atomic structure is a simulated model.
Doubt: the cutoff is far below the 930 eV that the study's wrapper takes by default for these files, so forces and energies are approximate.
This geometry differs little from another in the collection (a relaxation step or a small displacement).

Settings: functional PBE; potential files Ansatz PAW; basis plane waves; wave-function cutoff 580 eV; density cutoff ratio 5; exchange-correlation grid ratio 1; k mesh 1 x 1 x 1, Gamma-centred; self-consistency stop 5e-08 eV per atom in the density residual; occupations fixed; spin none; net charge 0.

Cell vectors (angstrom)
a	11.6015	0	0
b	0	10.938	0
c	0	0	41.6683

Atoms and the computed forces on them: element, x, y, z (angstrom), force x, y, z (eV/angstrom)
Si	0	0	0.9665	-0.0076	0.016	-0.0076
Si	3.8672	0	0.9665	-0.009	0.0594	-0.0133
Si	7.7343	0	0.9665	0.006	0.0581	-0.0059
Si	1.9336	1.3673	0.9665	-0.0015	-0.0265	0.0014
Si	5.8008	1.3673	0.9665	0.0049	-0.0813	-0.0043
Si	9.6679	1.3673	0.9665	0.0097	0.0116	0.0176
Si	0	5.469	0.9665	0.0033	0.0068	0.0017
Si	3.8672	5.469	0.9665	0.0059	0.0279	-0.0168
Si	7.7343	5.469	0.9665	-0.0016	0.0343	0.0097
Si	1.9336	6.8362	0.9665	-0.0076	-0.0365	-0.0158
Si	5.8008	6.8362	0.9665	-0.0023	-0.0533	0.0157
Si	9.6679	6.8362	0.9665	0.0004	-0.0425	0.0135
Si	1.9336	2.7345	40.7012	0.0193	0.0425	-0.0172
Si	5.8008	2.7345	40.7012	-0.0209	0.1055	-0.0299
Si	9.6679	2.7345	40.7012	0.0043	-0.0518	0.0328
Si	0	4.1018	40.7012	-0.0007	0.0036	0.0279
Si	3.8672	4.1018	40.7012	-0.0013	-0.0367	-0.0009
Si	7.7343	4.1018	40.7012	0.0042	-0.0157	0.0199
Si	1.9336	8.2035	40.7012	-0.0089	0.0655	-0.0189
Si	5.8008	8.2035	40.7012	-0.0272	0.0247	0.0167
Si	9.6679	8.2035	40.7012	-0.0025	-0.0093	0.047
Si	0	9.5708	40.7012	-0.016	-0.0165	-0.0048
Si	3.8672	9.5708	40.7012	-0.012	-0.0827	-0.0334
Si	7.7343	9.5708	40.7012	-0.0089	-0.063	-0.0132
Si	0	0	4.8337	0.0026	0.0664	-0.0143
Si	3.8672	0	4.8337	0.0221	0.0672	-0.004
Si	7.7343	0	4.8337	0.077	-0.0895	0.135
Si	1.9336	1.3673	4.8337	0.0563	-0.0348	-0.0914
Si	5.8008	1.3673	4.8337	0.0253	-0.0334	0.1829
Si	9.6679	1.3673	4.8337	-0.1088	-0.0061	-0.0601
Si	0	5.469	4.8337	-0.0079	0.0854	-0.1708
Si	3.8672	5.469	4.8337	0.0667	0.0393	-0.1868
Si	7.7343	5.469	4.8337	-0.0674	-0.0188	0.0092
Si	1.9336	6.8362	4.8337	0.0271	-0.1133	-0.2328
Si	5.8008	6.8362	4.8337	0.063	-0.0441	0.1831
Si	9.6679	6.8362	4.8337	0.0198	-0.0876	0.2318
Si	1.9336	2.7345	2.9001	-0.0003	0.0117	-0.0213
Si	5.8008	2.7345	2.9001	0.0212	0.0868	0.0062
Si	9.6679	2.7345	2.9001	-0.001	-0.0019	-0.0069
Si	0	4.1018	2.9001	0.0104	0.0003	-0.0135
Si	3.8672	4.1018	2.9001	0.0029	-0.0008	-0.0129
Si	7.7343	4.1018	2.9001	0.0149	-0.0529	0.0128
Si	1.9336	8.2035	2.9001	0.0133	-0.0084	-0.0248
Si	5.8008	8.2035	2.9001	0.0082	0.0874	0.0273
Si	9.6679	8.2035	2.9001	-0.0111	0.0797	0.0373
Si	0	9.5708	2.9001	0.0004	-0.0056	-0.0122
Si	3.8672	9.5708	2.9001	0.0082	-0.0442	-0.0083
Si	7.7343	9.5708	2.9001	-0.0019	-0.0617	0.0129
Si	1.652	0.1585	28.9074	-0.0053	-0.0009	-0.0006
Si	4.3604	-0.3203	29.9731	-0.0115	-0.0066	-0.0088
Si	8.091	-0.0911	30.9922	0.0073	-0.0106	-0.0046
Si	-1.3034	0.6473	31.7082	-0.0005	-0.0151	0.014
Si	6.5198	1.7386	30.752	-0.0007	0.0043	0.005
Si	12.2926	1.8811	31.185	0.0074	0.011	-0.0201
Si	0.2831	4.7388	30.8947	0.014	0.001	-0.0181
Si	4.6798	6.3461	31.4716	0.0021	-0.0017	-0.0046
Si	8.7034	6.1653	31.588	-0.0153	-0.0066	0.0198
Si	2.4256	6.9813	30.8488	-0.0079	-0.0138	-0.0155
Si	6.7479	6.196	30.287	-0.0038	0.0061	0.0092
Si	10.3074	6.0652	29.7815	0.0197	-0.0097	-0.0022
Si	1.9644	2.8729	32.9915	-0.0022	-0.0029	0.0127
Si	6.0238	2.918	32.7954	0.0133	0.0024	0.0093
Si	9.7916	2.5751	33.1418	0.0013	0.0036	0.0157
Si	-0.0128	4.136	33.1581	0.004	-0.003	0.0015
Si	4.0485	4.2906	32.8025	-0.0101	0	-0.007
Si	8.0579	4.2055	32.9555	-0.0017	-0.0044	-0.0171
Si	1.692	8.2956	32.7778	0.0082	-0.0052	0.0001
Si	5.5176	8.0611	32.9996	0.0073	-0.0024	0.0021
Si	9.3796	8.0202	33.0223	-0.0068	0.0035	-0.0066
Si	-0.386	9.6084	32.8956	-0.0081	0.0033	-0.0031
Si	3.6832	9.553	32.9464	-0.0075	0.0019	0.0122
Si	7.5276	9.4588	32.9027	-0.0005	-0.0064	0.0068
Si	-0.0392	-0.06	34.9076	-0.0107	0.0101	0.0036
Si	3.8623	0.0813	34.8048	-0.007	0.0037	-0.0018
Si	7.6622	-0.0377	34.8398	-0.0086	0.0063	-0.0013
Si	1.9097	1.3881	34.8548	0.0065	-0.0038	-0.011
Si	5.8271	1.4592	34.7546	0.0077	-0.0079	-0.0007
Si	9.6345	1.2854	35.0509	0.0113	-0.0135	-0.0264
Si	-0.046	5.5691	34.9823	-0.0037	0.0036	-0.0055
Si	3.8254	5.4567	34.8597	-0.0047	0.0019	0.0022
Si	7.7428	5.4354	34.9678	0.0008	0.0097	0.0005
Si	1.8892	6.9054	34.782	-0.0036	-0.0028	-0.0053
Si	5.776	6.7908	34.9535	0.0071	-0.0012	-0.0036
Si	9.597	6.8632	35.0354	0.0027	-0.0034	0.008
Si	1.8873	2.718	36.8231	-0.0005	0.0038	0.0022
Si	5.7489	2.7193	36.7917	0.0007	0.003	-0.0018
Si	9.6268	2.7408	36.8858	-0.002	0.0094	0.0073
Si	-0.0296	4.1039	36.8429	0.0024	-0.0027	-0.0006
Si	3.8092	4.0973	36.814	0.0019	-0.0012	0.0028
Si	7.6806	4.0685	36.8711	0.0002	-0.0047	0.0018
Si	1.9679	8.2033	36.79	0.0021	0.007	0.0015
Si	5.7962	8.2069	36.8473	-0.0021	0.0069	0.0058
Si	9.6609	8.27	36.8918	-0.0011	0.0033	-0.0049
Si	0.0382	9.5632	36.8556	-0.0018	-0.0063	-0.0015
Si	3.8862	9.6135	36.7758	0.0016	-0.0068	-0.0016
Si	7.7019	9.5911	36.8275	0.0008	-0.0069	-0.0008
Si	0	0	38.7676	0.1014	0.0819	0.0995
Si	3.8672	0	38.7676	0.0331	0.0147	-0.1646
Si	7.7343	0	38.7676	-0.0602	0.1557	-0.0516
Si	1.9336	1.3673	38.7676	-0.0724	-0.0462	0.0017
Si	5.8008	1.3673	38.7676	-0.0973	-0.0329	-0.169
Si	9.6679	1.3673	38.7676	-0.0113	-0.0774	0.3231
Si	0	5.469	38.7676	-0.0306	0.0302	0.0292
Si	3.8672	5.469	38.7676	-0.0539	-0.052	-0.0825
Si	7.7343	5.469	38.7676	-0.0764	0.0671	0.0534
Si	1.9336	6.8362	38.7676	0.1337	0.0238	-0.2557
Si	5.8008	6.8362	38.7676	-0.037	-0.0298	0.0813
Si	9.6679	6.8362	38.7676	-0.0188	0.0194	0.1117
Si	1.9547	2.7568	6.7399	-0.0012	0.0048	0.0005
Si	5.8105	2.7076	6.8117	0.0028	0.0061	-0.0033
Si	9.6532	2.7546	6.7463	-0.0003	0.0075	0.0014
Si	-0.0059	4.0774	6.7227	-0.0041	0.0013	-0.0007
Si	3.9015	4.1049	6.744	-0.0016	-0.0053	-0.0012
Si	7.7165	4.1313	6.7969	0.0026	-0.0058	-0.0005
Si	1.9605	8.212	6.7214	-0.0027	-0.0005	0.0025
Si	5.8244	8.2009	6.7974	-0.0009	0.0047	0.0007
Si	9.7067	8.1708	6.8149	0.0038	0.0088	-0.0024
Si	0.0192	9.5418	6.7361	-0.0039	-0.0062	-0.0018
Si	3.906	9.5572	6.7538	0.0031	-0.0032	0.0059
Si	7.7722	9.5526	6.7919	-0.0009	-0.006	0.0039
Si	0.0576	0.0042	8.6197	-0.0025	0.0035	0.0018
Si	3.882	-0.081	8.7191	-0.0031	0.0001	-0.004
Si	7.8039	0.0021	8.7258	0.0037	0.003	-0.0007
Si	1.9934	1.3131	8.5963	0.0021	-0.0076	-0.0028
Si	5.8426	1.3143	8.7708	0.0038	-0.0005	0.0089
Si	9.755	1.3655	8.6467	0.0014	-0.0054	0.0004
Si	0.0417	5.3526	8.6799	0.0006	0.0004	-0.0046
Si	3.8773	5.4875	8.6478	-0.0013	0.0029	0.0088
Si	7.7339	5.614	8.6848	0.0067	0.0026	0.0065
Si	1.9178	6.7963	8.5867	0.0025	-0.0003	-0.0067
Si	5.7631	6.9444	8.8245	-0.0013	-0.0039	-0.0009
Si	9.7428	6.8288	8.8126	-0.011	-0.0085	-0.0029
Si	3.8983	3.954	10.4278	0.0167	-0.0041	-0.0073
Si	5.9183	2.8239	10.6167	-0.0154	-0.0046	-0.0094
Si	9.7622	2.7739	10.5365	-0.0056	-0.0039	-0.0021
Si	0.2444	4.0244	10.6743	0.005	0.0013	0.0037
Si	2.0907	2.4092	10.6408	-0.005	0.0044	0.0022
Si	7.891	4.1546	10.471	0.0058	0.0137	-0.0116
Si	3.6331	9.6188	10.7566	-0.0064	0.0003	-0.0015
Si	5.7264	8.3835	10.8077	-0.0005	-0.001	-0.0021
Si	9.6964	8.2976	10.7351	0.009	-0.0005	0.0039
Si	-0.0134	9.6589	10.5831	-0.0002	0.0042	-0.0011
Si	1.7522	8.0436	10.5614	0.0083	-0.0023	-0.0012
Si	7.7438	9.6271	10.7086	-0.0098	0.0068	-0.0013
Si	0.5544	-0.559	12.8077	-0.0068	-0.0049	-0.0004
Si	2.704	0.4785	12.2228	0.0021	-0.0043	-0.0027
Si	6.1638	2.2956	12.9207	-0.0142	0.0038	0.0146
Si	4.0807	1.5499	13.8938	0.0025	0.0154	-0.0024
Si	10.2843	0.9648	14.9241	-0.0061	0.0009	0.004
Si	8.1677	1.0913	12.7508	0.0159	-0.0048	0.0054
Si	3.0147	3.6635	14.145	0.0105	-0.0135	0.0045
Si	3.3145	5.1077	12.3272	-0.0034	0.0154	0.0002
Si	7.6367	4.9872	13.4507	0.002	0.0007	0.0049
Si	1.2071	5.9683	11.8265	-0.0004	-0.0025	0.0076
Si	5.629	7.2738	12.8953	-0.0021	-0.0034	0.0074
Si	10.9941	7.576	13.4941	-0.002	-0.0051	0.0038
O	1.2888	3.1998	16.9769	0.0007	0.0007	-0.0021
O	10.2219	7.2393	14.8959	-0.0011	-0.0018	0.0003
O	6.8691	6.4163	13.5299	-0.0013	0.0003	-0.0022
O	3.6272	4.537	15.4029	-0.0027	-0.0005	-0.0015
O	10.0926	10.9656	16.2401	0.0003	0.0021	-0.004
O	7.8691	10.5502	12.1032	-0.0007	0	-0.0009
O	11.37	11.4169	13.8102	-0.0007	0.0022	-0.0004
O	5.3708	8.4224	14.0314	-0.0004	-0.0013	0
O	5.0727	5.5781	17.348	-0.0021	0.0019	-0.0025
O	-2.8048	0.9906	14.2563	-0.0006	0.0001	-0.0061
O	8.2398	4.8941	11.9366	-0.0021	-0.0006	0.003
O	11.9332	8.9206	13.5905	0.0038	0.0041	-0.003
O	9.812	5.4891	28.3138	-0.0017	0.0006	0.0012
O	5.3674	9.4019	29.576	0.0041	-0.0029	0.0015
O	1.7739	5.4623	30.7968	-0.0109	0.005	0.0098
O	2.0452	7.6648	29.3772	0.0005	-0.0038	0.0088
O	0.6284	9.8289	28.8163	0.011	0.009	0.0061
O	12.7865	1.2629	27.8255	-0.0138	0.0065	-0.0115
O	0.3608	3.2112	30.2312	-0.0031	0.0026	0.0135
O	6.9002	4.7942	29.4507	-0.0033	-0.0077	0.0008
O	6.9882	7.4041	29.1977	0.0019	0.0054	-0.0052
O	3.7873	-0.6288	31.4642	0.0019	0.0046	-0.0011
O	10.9713	7.5645	29.4737	0.0003	0.0072	-0.0029
O	7.9797	9.9165	29.5847	0.0033	0.0119	0.0126
Si	5.2706	4.1853	18.1714	0.0013	-0.0016	0.0032
Si	9.0472	10.8631	17.4895	0.0002	0.0006	0.0004
Si	3.0704	2.0848	25.0775	0.0016	0.0015	0.002
Si	6.7979	8.9856	28.9175	-0.0066	-0.0093	-0.0105
Si	0.2486	3.1472	20.2571	0.0014	0.0033	0.0015
Si	2.0065	5.8518	22.0606	0.0012	0.0006	0.0082
Si	11.1456	6.2686	23.5331	0.0019	0.0024	-0.0004
Si	4.2556	7.9353	22.5852	0.0003	-0.0033	0.0015
Si	9.6898	4.0324	27.5719	0.0028	0.0029	-0.0016
Si	10.5747	11.1707	24.9441	0.0045	-0.0037	0.0143
Si	12.0672	2.2322	26.7361	0	-0.0179	-0.0015
Si	0.6553	8.2011	28.6687	0.0012	0.0022	0.0029
Si	8.9581	6.2687	18.5871	0	-0.0024	0.0029
Si	4.7793	9.4579	19.9908	-0.0014	-0.003	0.0024
Si	2.6611	11.0179	18.5708	-0.0018	-0.0002	0.0031
Si	4.613	12.2587	20.3215	-0.0015	-0.0002	0.0013
Si	4.0246	3.5739	22.4809	-0.001	-0.0019	-0.0007
Si	7.4352	11.6299	24.4883	0.0023	0.0005	-0.0033
Si	8.2951	13.2831	22.3642	-0.0023	0.0014	-0.0016
Si	5.8276	-0.9274	26.323	0.0029	-0.0035	-0.003
Si	3.3329	9.7818	24.8461	-0.0046	-0.0011	-0.0019
Si	0.465	8.536	25.5941	-0.0016	0.0083	-0.0238
Si	11.1756	1.1022	22.0735	0.002	0.0009	0.0004
Si	4.2258	11.3619	15.9927	0.0016	-0.0021	0.0057
Si	7.205	3.2447	29.0398	0.0046	0.0085	-0.0139
Si	4.854	8.3607	15.576	0.0039	-0.0001	0.0002
Si	11.3374	0.3506	19.3865	-0.0003	-0.0016	0.0008
Si	11.9846	3.4852	15.6404	-0.0056	-0.0006	0.0032
Si	2.2348	3.9882	18.0554	-0.0005	-0.0013	0.0044
Si	6.9868	8.5789	17.8865	-0.0027	-0.0013	0.0016
Si	3.6818	5.7555	16.4915	0.0002	0.0025	0.0018
Si	6.2995	5.6739	23.1045	-0.0016	0.0009	0.0013
Si	5.7556	2.0043	26.5844	0.0005	0.0026	-0.0032
Si	9.8761	-5.1709	15.5456	-0.0019	0.0018	-0.0024
Si	8.7125	4.5974	24.624	0.0028	0.0021	-0.0004
Si	6.5003	12.5956	17.7308	0.0014	0.0015	0.0026
Si	7.2304	4.5717	20.4615	0.0012	-0.0011	0.0018
Si	11.1018	6.0411	20.66	-0.0004	0.0012	0.0025
O	4.6163	2.4895	21.4268	-0.0016	0.0019	0.0026
O	10.4883	6.6449	22.0669	0.0004	-0.0002	0.0009
O	6.0839	9.2781	19.0421	0.0007	0.0003	-0.0021
O	2.8721	7.0908	22.63	-0.003	-0.0066	-0.0041
O	5.4811	7.0796	23.265	0.0005	-0.0011	-0.0007
O	3.483	9.6474	18.9793	-0.0004	0.0012	-0.0015
O	-0.7363	4.4095	20.5823	0.0007	-0.0015	0.0001
O	10.0935	5.3967	24.3711	-0.0073	-0.0023	0.0028
O	4.0944	9.7608	15.783	0.0011	0.0007	0.0002
O	4.6132	8.2087	21.0138	0.001	0.0035	-0.0037
O	9.2487	5.9499	17.0283	-0.0004	0.0005	-0.0006
O	8.0918	9.5845	17.2641	0.0005	0.0008	-0.0011
O	5.7856	1.5241	19.1958	0.0005	0.0007	-0.0026
O	3.7903	3.4572	18.2072	0	0.0011	-0.0014
O	1.9378	9.0373	25.1539	-0.0241	-0.0104	0.0058
O	11.026	9.7866	25.654	0.0202	0.0057	-0.0102
O	4.948	10.7824	20.9404	-0.0002	0.0004	-0.0002
O	8.6953	14.2677	23.6015	-0.0002	0.0016	0.0026
O	3.0081	4.6118	21.7382	-0.0024	0.0035	0.0056
O	6.3498	3.248	17.3693	-0.0012	0.0012	-0.0004
O	3.0836	0.4583	24.882	0.0013	-0.0017	0.0032
O	9.6341	1.5863	21.8657	0.0031	-0.0009	-0.0002
O	9.9791	-0.3088	18.8036	0.0008	0.0014	0.0004
O	4.333	13.4806	26.006	-0.0059	-0.0049	-0.0054
O	-0.1028	7.553	24.4457	0.0096	0.0226	0.0202
O	6.5343	-0.6151	24.8734	0.0016	-0.0017	0.0002
O	8.9794	0.2448	24.7026	0.0129	-0.0025	0.0034
O	8.788	3.0686	28.5686	0.0009	-0.0051	0.0055
O	7.2621	12.141	22.9444	0	-0.002	0.0038
O	3.7106	7.2062	15.7862	0.0002	-0.0042	-0.0002
O	3.0419	11.6326	17.0991	0.0022	0	-0.0042
O	5.2713	4.3996	23.141	-0.0004	-0.0008	-0.0006
O	7.3773	5.5109	24.3322	0.0032	-0.0049	0.0015
O	5.7936	4.4978	19.684	-0.0001	-0.0001	-0.0027
O	11.2	1.9957	19.2829	-0.0012	0.0009	-0.0002
O	14.0035	5.5467	17.5164	0.0007	0.0013	-0.0025
O	7.0998	5.6681	21.6689	0.0005	-0.002	-0.0014
O	6.932	1.9306	25.4432	0.0027	-0.0028	0.001
O	12.6586	-0.1771	18.5914	-0.0001	0.0016	-0.0002
O	8.3691	4.9664	19.3733	-0.0005	-0.0001	0.0005
O	8.8253	4.1653	26.1909	0.001	0.0015	-0.001
O	11.4725	10.8697	20.9681	0.0001	-0.0009	-0.0024
O	1.1295	6.3155	20.7371	-0.0015	0.0004	0.0017
O	5.5774	11.4134	27.1333	0.0018	-0.0007	0.0043
O	3.9493	9.3109	23.4065	-0.0022	0.0035	0.0066
O	1.5402	3.7892	19.5032	-0.0013	0.0005	-0.0016
O	10.888	1.4454	25.9572	0.019	0.0013	-0.0026
O	3.0986	12.1431	19.6847	-0.0006	-0.0009	-0.0013
O	10.3364	6.7171	19.3806	-0.0004	0.0007	-0.0002
O	6.071	8.1152	16.6251	-0.0009	0.0005	-0.0011
O	11.4128	0.4894	23.5567	-0.0009	-0.0021	0.0051
O	7.623	3.1269	21.1144	0.0003	0.0009	0.0003
O	13.2794	2.6533	25.7262	0.0022	-0.0089	0.0067
O	6.205	2.9968	27.7672	-0.0011	-0.0047	0.003
O	3.2114	2.7825	23.6287	0.0007	-0.0031	0.0034
O	11.2348	3.497	27.3627	0.0013	-0.0077	-0.0026
O	5.7074	11.6906	16.6282	-0.0039	-0.0016	-0.0045
O	0.569	7.8297	27.0733	-0.0007	0.0034	-0.0042
O	8.075	1.2363	17.7069	-0.0009	0.0009	-0.0003
O	0.925	5.4313	23.227	0.0025	0.0066	-0.0042
O	4.3922	9.3149	26.0095	-0.0015	0.0001	-0.0002
O	12.9936	-7.5393	14.3565	-0.0026	0.0021	0.0006
O	12.1553	2.3814	21.6942	-0.0013	-0.0008	-0.0006
O	7.7834	7.3839	18.6387	-0.0019	0.0019	-0.0008
O	9.8828	-3.2723	12.2833	-0.0017	0.0001	-0.0008
O	6.7795	-1.8248	27.2862	0.0015	-0.0001	0.001
O	10.7878	2.4073	15.467	0.0028	0.0007	-0.0012
O	3.2128	-0.3049	28.7968	-0.0043	0	0.004
O	15.9069	17.2668	12.8242	0.0004	-0.0013	-0.0016
O	9.3442	1.8515	11.8717	0.001	-0.0014	0.0049
O	11.2627	4.9353	15.7294	0.0013	-0.0015	-0.0012
O	8.8205	4.97	14.5736	0.0012	0.0017	-0.0008
O	6.5846	3.7462	13.6808	-0.0014	-0.001	-0.0048
O	1.6392	11.7816	30.3712	-0.0037	-0.0068	-0.0117
O	-6.4662	1.1108	30.0463	0.0068	0.0092	-0.0015
O	11.9868	6.3082	13.2261	0.0013	-0.001	-0.0042

Results
free energy: -180196.516 eV
free energy less fixed offsets of O -568.88, Si -635.61 eV per atom: -0.176 eV

The program warned: the cutoff lies below the one the program advises for these potential files; the forces do not sum to zero within the program's tolerance; the exchange-correlation potential is rough where the density is thin.
